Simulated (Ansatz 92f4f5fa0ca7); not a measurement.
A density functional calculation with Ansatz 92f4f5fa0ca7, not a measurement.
Periodic cell of 276 atoms, Si166O98H12, from a study of silicon, its oxide and their interface. The atomic structure is a simulated model.
This geometry differs little from another in the collection (a relaxation step or a small displacement).

Settings
functional: PBE
potential files: Ansatz PAW
basis: plane waves
wave-function cutoff: 700 eV
density cutoff ratio: 5
exchange-correlation grid ratio: 1
k mesh: 2 x 2 x 1, shifted by 0.5 0.5 0.5 of a step
self-consistency stop: 5e-08 eV per atom in the density residual
occupations: fixed
spin: none
net charge: 0

Cell vectors (angstrom)
a 11.6015 0 0
b 0 13.3963 0
c 0 0 31.0889

Atoms: element, x, y, z (angstrom)
Si 11.5695 0.048 24.1499
Si 3.8664 0.0184 24.3696
Si 7.6982 0.0247 24.3499
Si 1.9516 3.3608 24.3722
Si 5.8067 3.365 24.3948
Si 9.801 3.3647 24.3698
Si 11.309 6.7876 24.3766
Si 3.802 6.7674 24.438
Si 7.7354 6.5828 24.6274
Si 1.9394 10.0478 24.3782
Si 5.784 10.0476 24.4018
Si 9.6557 10.0797 24.2233
Si 11.6598 2.1971 25.1652
Si 3.8803 2.2463 25.1622
Si 7.7869 2.2712 25.0734
Si 1.7893 5.6405 25.0076
Si 5.7042 5.5744 25.2194
Si 9.6524 5.5079 25.4172
Si 11.5655 8.9959 25.1345
Si 3.8539 8.9742 25.2342
Si 7.7473 8.921 25.0931
Si 1.8879 12.311 25.0396
Si 5.7895 12.2887 25.1564
Si 9.662 12.3096 25.037
Si 11.6215 2.1988 27.5346
Si 3.8756 2.2392 27.526
Si 7.7654 2.2411 27.4724
Si 1.8909 5.6106 27.4364
Si 5.7708 5.5847 27.5722
Si 9.6901 5.5479 27.7166
Si 11.5863 8.9533 27.5144
Si 3.858 8.9497 27.579
Si 7.7463 8.9403 27.4877
Si 1.909 12.2939 27.4516
Si 5.8008 12.2885 27.5232
Si 9.6783 12.2835 27.4519
Si 1.9541 1.1013 28.3212
Si 5.8226 1.1307 28.308
Si 9.6716 1.1062 28.307
Si 11.6441 4.4317 28.3446
Si 3.8218 4.4773 28.3103
Si 7.7087 4.4449 28.3434
Si 1.9125 7.8169 28.3131
Si 5.8094 7.83 28.3216
Si 9.6671 7.8304 28.3316
Si 11.5977 11.1827 28.3067
Si 3.8491 11.1926 28.3141
Si 7.7458 11.1715 28.301
Si 1.9336 1.1164 30.6939
Si 5.8008 1.1164 30.6939
Si 9.6679 1.1164 30.6939
Si 0 4.4654 30.6939
Si 3.8672 4.4654 30.6939
Si 7.7343 4.4654 30.6939
Si 1.9336 7.8145 30.6939
Si 5.8008 7.8145 30.6939
Si 9.6679 7.8145 30.6939
Si 0 11.1635 30.6939
Si 3.8672 11.1635 30.6939
Si 7.7343 11.1635 30.6939
Si 0 0 0.3944
Si 3.8672 0 0.3944
Si 7.7343 0 0.3944
Si 1.9336 3.3491 0.3944
Si 5.8008 3.3491 0.3944
Si 9.6679 3.3491 0.3944
Si 0 6.6981 0.3944
Si 3.8672 6.6981 0.3944
Si 7.7343 6.6981 0.3944
Si 1.9336 10.0472 0.3944
Si 5.8008 10.0472 0.3944
Si 9.6679 10.0472 0.3944
Si 11.61 -0.0126 2.7618
Si 3.8842 -0.013 2.7658
Si 7.7434 -0.0013 2.7757
Si 1.9416 3.3323 2.7637
Si 5.7988 3.3342 2.7727
Si 9.6738 3.3341 2.7856
Si 11.6008 6.6841 2.771
Si 3.8789 6.6879 2.7675
Si 7.7609 6.6768 2.7731
Si 1.9424 10.0222 2.7699
Si 5.8274 10.0466 2.7784
Si 9.7008 10.0465 2.757
Si 11.6179 2.2131 3.5648
Si 3.8652 2.2118 3.5721
Si 7.7307 2.2284 3.5951
Si 1.9342 5.5672 3.5479
Si 5.8188 5.5681 3.5558
Si 9.6878 5.5586 3.6111
Si 11.6072 8.9079 3.5886
Si 3.8924 8.9198 3.5559
Si 7.7849 8.9172 3.5374
Si 1.9462 12.2616 3.5359
Si 5.8163 12.2827 3.591
Si 9.6784 12.2729 3.5633
Si 11.6235 2.1772 5.9378
Si 3.8513 2.2133 5.9456
Si 7.7306 2.2183 5.9894
Si 1.9322 5.5681 5.9123
Si 5.8243 5.56 5.9268
Si 9.7091 5.5348 6.013
Si 11.6237 8.8998 5.9742
Si 3.9088 8.9037 5.9227
Si 7.8331 8.9122 5.9
Si 1.9561 12.2305 5.8953
Si 5.8156 12.2765 5.9752
Si 9.6852 12.2597 5.9292
Si 1.943 1.0317 6.7338
Si 5.7753 1.1218 6.7771
Si 9.6771 1.087 6.7067
Si 11.6627 4.3859 6.7609
Si 3.8625 4.4659 6.6645
Si 7.743 4.4563 6.78
Si 1.9763 7.7927 6.6962
Si 5.8921 7.82 6.6244
Si 9.7229 7.7607 6.8262
Si 11.6216 11.1451 6.6925
Si 3.8827 11.1291 6.6929
Si 7.7603 11.1377 6.6935
H 3.8161 4.5024 8.1632
H 11.6362 11.1771 8.1945
H 3.8432 11.1225 8.1951
H 1.9969 7.7773 8.1983
H 9.6976 1.0695 8.21
H 7.7837 11.1165 8.196
O 5.6923 1.1578 8.4493
O 7.7548 4.5219 8.4575
O 9.7644 7.6852 8.4962
O 6.06 7.9317 8.2651
O 1.9237 0.8449 8.3908
O 0.1665 4.2757 8.4164
H 1.9867 9.9744 22.8777
H 1.9578 3.2708 22.8746
H 5.7717 3.3984 22.8968
H 3.9236 0.047 22.8682
H 5.7181 10.054 22.9007
H 7.6465 0.0086 22.8466
O 3.8621 6.9908 22.7904
O 9.6727 10.0536 22.5514
O 10.6558 6.9474 22.807
O 8.0373 6.1596 23.0378
O 11.4866 13.6162 22.4728
O 10.1607 3.3998 22.7285
Si 5.756 12.2196 13.4388
Si 7.8003 6.7158 15.7842
Si 7.2226 7.3664 20.1688
Si 8.3329 1.9641 14.7832
Si 9.4803 4.8293 11.4525
Si 0.3694 3.9605 9.9938
Si 9.2598 6.5531 22.0316
Si 9.428 7.7717 10.0909
Si 6.6114 5.0655 18.1787
Si 4.0412 11.3432 15.6531
Si 2.8176 3.6712 16.134
Si 3.0792 8.2536 19.0615
Si 0.9197 12.4586 12.0393
Si 5.2952 1.9077 9.8384
Si 0.2581 8.2686 19.3658
Si 10.6948 13.2898 14.4478
Si 11.3918 9.1718 16.3947
Si 3.3701 10.6825 12.9574
Si 9.6502 4.6432 14.6723
Si 5.3289 6.7434 14.2977
Si 0.8685 7.8004 13.9935
Si 2.0088 5.8145 11.8801
Si 8.4273 9.6788 16.3258
Si 1.2235 11.9711 16.4034
Si 11.5207 3.5504 16.9807
Si 3.9831 4.4397 19.6512
Si 7.4437 10.2499 19.1097
Si 6.0774 1.6421 12.6167
Si 4.2423 1.9297 18.3107
Si 7.1944 1.921 17.6944
Si 2.117 1.2747 9.9468
Si 8.5573 11.0674 13.7331
Si 0.8266 5.1215 19.4733
Si 10.0143 10.3058 20.9753
Si 3.0722 6.9202 16.1172
Si 10.3243 3.9218 21.197
Si 4.0416 8.0849 11.7277
Si 4.613 10.8265 18.7298
Si 9.8808 1.7574 19.0468
Si 11.5596 13.1063 20.9115
Si 4.446 6.6234 21.339
Si 6.9121 4.5613 9.8599
Si 4.0698 3.9893 13.439
Si 6.3669 7.6326 9.8175
Si 10.905 9.8048 12.0062
Si 2.3455 12.8961 19.0656
O 5.7316 1.2815 18.0835
O 4.6306 7.159 15.7131
O 7.0763 8.6663 19.2175
O 4.2941 9.2969 19.1403
O 9.5569 12.146 14.3967
O 8.6317 10.6389 20.1545
O 0.9997 6.4693 13.0244
O 2.7318 12.3175 15.8482
O 9.8537 4.8144 13.0544
O 3.1145 9.3971 12.0055
O 2.8347 7.5936 17.5825
O 2.4152 4.7657 19.2956
O 1.7056 9.0107 19.5046
O 6.2809 1.3501 11.0209
O 9.4763 10.147 12.7488
O 1.2309 2.6064 10.2517
O 5.6602 3.5116 9.7681
O 3.5337 11.8328 19.3972
O 6.2505 6.0308 10.1062
O 2.172 11.7741 12.8311
O 9.2087 6.0594 15.3269
O 0.9329 10.3507 16.2317
O 7.8367 10.5443 17.5577
O 7.4809 1.5471 16.1176
O 2.9453 4.5973 12.4312
O 10.6714 2.3459 17.7171
O 6.0932 11.1521 19.3433
O 7.9571 4.2926 11.1101
O 2.9983 6.9405 11.2385
O 6.9245 5.7354 16.7368
O 1.1205 5.2408 10.661
O 5.0057 5.1056 18.533
O 3.9422 2.9597 17.077
O 5.188 8.4036 10.6308
O 4.5095 10.8054 17.1023
O 10.458 8.8619 10.7477
O 8.4097 1.2344 18.5541
O 3.0807 0.8118 18.4395
O 8.461 3.5742 14.9038
O 7.8468 10.1492 14.8817
O 5.099 2.9374 12.7545
O 5.3902 12.0055 15.0222
O 0.4736 6.6932 19.7698
O 7.5099 1.7082 13.3959
O 0.1144 12.924 15.6751
O 5.014 5.1789 14.0082
O 5.9298 7.2539 21.1597
O 1.529 13.1979 20.4445
O 11.3964 8.0223 15.2163
O 10.8029 9.0249 20.3313
O 10.5139 3.8058 10.7109
O 9.6177 2.9089 20.1571
O 0.0584 4.7582 18.0743
O 3.5369 10.2416 14.5365
O 7.8455 8.1926 10.2561
O 7.3646 5.9823 19.3058
O 2.7301 5.3143 16.2131
O 7.3058 11.8708 13.0428
O 9.659 6.3411 10.85
O 8.5695 7.6652 21.0525
O 3.2322 3.2485 14.6197
O 4.7997 11.3111 12.4824
O 6.9264 6.9807 14.4318
O 5.3066 0.3602 13.213
O 7.1586 3.5242 18.0755
O 2.2453 7.6659 14.9025
O 3.4301 7.1507 20.1884
O 10.0119 9.996 16.3015
O 4.221 2.8263 19.6818
O 3.7106 1.6231 10.1966
O 0.4092 9.0286 12.9682
O 10.6931 0.583 19.8297
O -0.0134 13.3436 13.0683
O 9.8342 1.2774 14.6892
O 9.5362 5.3181 21.0327
O 4.4194 4.9959 21.1271
O 8.1228 8.1026 16.5534
O 1.398 3.0037 16.5697
O 11.4113 8.371 17.8061
O 4.7966 7.6649 13.0924
O 0.0006 11.2039 11.4737
O 1.2461 12.3218 17.9991
O 1.5369 0.0493 10.8845
O 0.2783 4.1949 20.7227
O 11.0167 11.5791 20.8462
O 10.9187 4.1156 15.5629

Results
free energy: -161480.218 eV
free energy less fixed offsets of H -17.10, O -569.03, Si -635.61 eV per atom: 1.182 eV

Forces (eV/angstrom), in the order of the atoms: element, x, y, z
Si -0.0076 0.0097 0.0056
Si -0.0013 -0.0039 0.0006
Si 0.0067 0.0042 0.0016
Si -0.0071 0.0063 0.003
Si 0.0036 0.0066 0.0012
Si -0.0041 0.0093 -0.0161
Si 0.0282 -0.002 -0.0095
Si -0.0123 0.0093 0.0105
Si -0.0141 -0.0101 -0.0021
Si 0.0009 -0.0025 0.0013
Si -0.004 -0.003 0.0029
Si -0.0029 0.015 0.0106
Si 0.0089 -0.0051 0.004
Si 0.0006 -0.0027 0.0085
Si -0.0112 -0.0068 0.0027
Si -0.0043 0.0039 -0.0105
Si 0.0139 -0.0034 0.0053
Si -0.0053 -0.011 0.0004
Si -0.0056 0.0041 0.0032
Si 0.0012 -0.0075 0.0124
Si 0.002 0.0016 0.0039
Si 0.0053 -0.0042 0.0021
Si 0.0045 0.0015 0.0108
Si -0.0048 -0.0036 -0.0023
Si -0.0028 -0.0019 0.0044
Si 0.001 0.0012 -0.0056
Si -0.005 0.0026 0.0036
Si 0.0023 -0.0032 0.0073
Si -0.0035 -0.0007 -0.0029
Si -0.0051 0.002 0.0088
Si -0.0024 -0.0005 0.0024
Si 0.0014 0.0024 -0.0068
Si 0.0006 -0.0043 0.004
Si 0.0039 0.0017 0.0025
Si -0.0034 -0.0006 -0.0098
Si -0.0032 -0.0056 0.0009
Si -0.0052 -0.0023 -0.0054
Si 0.0044 0.0014 -0.0039
Si 0.0028 0.0049 -0.0032
Si -0.0003 0.0032 -0.0036
Si -0.0028 0.0059 -0.0035
Si 0.0044 0.0028 -0.0056
Si -0.0013 0.0048 -0.0033
Si -0.0004 0.0031 -0.002
Si 0.0007 0.0025 -0.0066
Si -0.001 0.0015 -0.0048
Si -0.0039 -0.0008 -0.0048
Si 0.0068 0.0058 -0.0015
Si 0.0221 -0.048 -0.0414
Si 0.0673 0.0425 -0.1498
Si -0.0155 -0.0601 -0.1292
Si 0.2087 -0.0916 0.1607
Si -0.1665 0.0416 -0.1092
Si -0.1145 -0.0916 0.1381
Si -0.0646 -0.0238 -0.0944
Si 0.0516 0.0453 -0.0038
Si -0.009 0.1143 0.0328
Si -0.0287 0.0534 -0.1662
Si -0.0799 0.1171 -0.074
Si 0.0632 0.0159 -0.166
Si 0.0107 -0.0098 0.0048
Si 0.0219 -0.0231 0.0495
Si -0.012 0.0304 0.1066
Si -0.002 -0.0002 0.1082
Si 0.0447 -0.0488 0.0883
Si -0.0147 -0.0001 0.1196
Si -0.0338 -0.0077 0.0557
Si 0.0137 -0.046 0.0161
Si 0.0618 -0.0528 0.0676
Si -0.005 -0.0513 0.0337
Si 0.0475 0.001 0.0732
Si 0.0664 -0.0132 -0.006
Si 0.0019 -0.0035 0.0044
Si -0.0026 -0.0017 0.0029
Si -0.0005 -0.0034 0.0039
Si 0.0025 0.0007 0.0017
Si -0.0025 -0.0015 0.0044
Si 0.0015 -0.0033 0.0024
Si -0.0022 -0.0024 0.004
Si -0.0008 -0.0001 0.0047
Si 0.0062 -0.0033 0.0016
Si -0.0012 -0.0029 -0.0015
Si 0.008 -0.0023 0.0012
Si -0.0028 0.0014 0.0032
Si -0.0021 -0.0002 0.0003
Si 0.0006 0.002 -0.0036
Si 0.0001 -0.0001 0.0041
Si 0.0021 -0.001 -0.0001
Si -0.0009 -0.0013 0.0026
Si -0.0057 0.0037 -0.0076
Si 0.0037 0.0015 -0.0004
Si -0.0059 -0.003 0.0002
Si -0.0063 0.0042 -0.0054
Si 0.0001 0.0037 0.0045
Si 0.0009 0.0019 0.0047
Si -0.0016 0.0019 0.0058
Si 0.0038 0.0016 -0.0014
Si 0.0026 0.0002 -0.0007
Si -0.0039 0.0046 0
Si 0.0011 0.0046 -0.0033
Si 0.0027 0.0084 -0.004
Si 0.0006 0.0027 0.0011
Si 0.0005 0.0023 -0.003
Si 0.0035 0.0045 -0.0047
Si 0.0021 0.001 0.0001
Si 0.0018 0.0002 -0.0064
Si -0.0041 0.002 -0.0034
Si 0.0048 0.0023 -0.0072
Si 0.0008 -0.0085 -0.0084
Si 0.0003 -0.0027 -0.0079
Si -0.0025 0.0025 -0.0024
Si -0.0246 -0.0067 0.0045
Si 0.0034 0.0021 -0.0034
Si 0.0042 -0.0106 -0.0042
Si -0.0001 -0.0004 -0.0015
Si -0.0123 -0.0063 0.0045
Si -0.001 -0.007 -0.0059
Si -0.0007 0.0021 -0.0003
Si 0.0009 0.0001 -0.006
Si -0.0009 0.0004 -0.0022
H -0.0006 -0.0008 0
H 0 -0.0021 0.0023
H -0.0003 0.0002 0.0011
H -0.0015 -0.0002 0.0018
H 0.0006 -0.0002 0.0005
H -0.0011 -0.0008 0.0013
O -0.0013 0.003 0.0088
O -0.0039 0.001 0.0072
O 0.0003 0.0018 0.0135
O 0.0053 0.0018 0.003
O -0.0017 0.0056 0.0067
O 0.015 0.0018 0.0062
H -0.002 0.002 -0.001
H -0.0026 0.0016 -0.001
H -0.0012 -0.0001 0.0012
H -0.0003 -0.0002 0.0002
H 0.0007 0.0002 -0.0001
H -0.0001 0.0005 0.0018
O 0.0092 -0.0077 -0.0089
O 0.0024 0.0004 -0.009
O -0.0068 -0.0026 0.0062
O 0.0085 0.0032 -0.0058
O 0.0033 -0.005 -0.0078
O 0.0029 -0.0006 0.0028
Si -0.0011 0.0009 -0.0024
Si 0.0005 0 -0.0037
Si -0.0015 0.0027 0.005
Si -0.0007 -0.0001 -0.0023
Si -0.0013 -0.0022 -0.0007
Si 0.0032 -0.0019 -0.0093
Si -0.0062 0.0028 0.0124
Si -0.0008 0.0027 -0.0075
Si -0.0003 0 0.0006
Si 0.0009 0 -0.0023
Si -0.0001 0.0007 -0.0028
Si -0.0007 0.0016 0.006
Si -0.001 -0.0015 -0.0027
Si 0.0022 -0.0023 -0.0037
Si -0.0001 0.0009 0.0036
Si -0.0031 0.0007 -0.0024
Si -0.0018 0 -0.0038
Si 0.0007 -0.0005 -0.0035
Si -0.0004 -0.0004 -0.0008
Si -0.002 0.0006 -0.0033
Si 0.0001 0.0002 -0.0027
Si -0.0018 0.0023 -0.003
Si -0.0004 0.0023 -0.0041
Si -0.0007 0.0007 -0.0031
Si -0.0018 0.0005 -0.0046
Si 0.0003 0.0011 0.0066
Si -0.0017 0.0028 0.0027
Si 0.0025 -0.0017 -0.0013
Si 0.0002 0.0016 0.0006
Si -0.0014 -0.0006 -0.002
Si -0.0029 0.0013 -0.0049
Si -0.0021 0.003 -0.0022
Si -0.0004 -0.0005 0.0049
Si -0.0022 0.0012 0.0092
Si -0.0014 0.0006 -0.0015
Si 0.0045 -0.001 0.0108
Si -0.0009 0.0018 -0.0034
Si 0.0002 0.0002 0.0016
Si -0.0024 0.001 0.0015
Si 0.0013 0.0011 0.0051
Si -0.0022 0.0033 0.0105
Si 0.0029 0.0002 -0.0071
Si 0.0001 0.0017 -0.0015
Si -0.0015 0.0007 -0.0095
Si -0.0006 0.0017 -0.0028
Si 0.0008 0.0003 0.0034
O -0.0014 0.0035 -0.002
O -0.0008 -0.0015 -0.0033
O -0.0002 0.0014 -0.0017
O -0.0017 0.0022 -0.0027
O -0.0004 0.0004 -0.0019
O -0.0008 0.0002 -0.0063
O 0.001 0.0005 -0.0023
O -0.0027 -0.0018 0.0016
O -0.0011 0.0021 -0.0035
O 0.0012 0.0005 -0.001
O -0.001 0.0005 0
O -0.0022 0.0004 -0.0025
O -0.0017 -0.0027 -0.0049
O -0.0033 0.0018 0.0027
O 0.0014 0.0008 -0.0004
O -0.0007 -0.0008 0.0004
O 0.0006 0.001 0.0001
O -0.0022 0.0011 -0.0057
O -0.0002 0.0002 0.002
O -0.0014 -0.0001 -0.001
O -0.004 0.0002 -0.0011
O -0.0015 0.0023 0.0005
O 0.0009 -0.0023 -0.0008
O 0 0.0013 0.0015
O -0.0003 0.0035 0.0021
O -0.0014 0.0004 0.0022
O -0.0003 -0.0036 -0.0041
O 0.0006 0.0022 0.0003
O -0.0016 -0.0007 0.0022
O -0.0004 0.0014 -0.0006
O -0.0011 0.0005 0.0037
O 0.0009 -0.0006 -0.0012
O -0.0024 0.0002 0.0003
O -0.0002 -0.0025 0.0032
O -0.0032 0 -0.0009
O -0.0002 -0.0002 0.0021
O 0.0018 0.0026 -0.0011
O -0.0007 0.0003 -0.0008
O 0.0015 0.0012 0.0002
O 0.0016 -0.0007 0.0011
O -0.0021 0.0008 -0.0003
O -0.0024 -0.0025 -0.0021
O -0.0023 0.0021 -0.0058
O -0.0021 0.0007 -0.0001
O -0.0002 -0.0008 -0.0013
O -0.0027 0.0011 0.0002
O 0.0006 -0.0008 -0.0099
O -0.0023 -0.0001 -0.0074
O -0.0018 0.0023 0.001
O 0.0008 0.0014 -0.0059
O 0.0005 0.0033 -0.0006
O 0 0.0019 -0.0041
O 0.0007 -0.0001 0.0006
O -0.0003 0.0044 -0.0033
O 0.0032 -0.0027 0.0004
O -0.003 0.0018 -0.0039
O 0 0.0015 -0.0007
O -0.0012 0.0007 0.0003
O -0.0016 -0.0022 0.0018
O -0.0017 -0.0021 -0.0098
O -0.0013 0.0035 -0.0009
O -0.0023 0.001 0.0047
O -0.0019 0.0003 0.0025
O 0.0001 0.0013 0.0001
O -0.0024 0.0013 -0.0014
O -0.0009 -0.0006 0.0008
O -0.001 0.0019 -0.0074
O -0.0011 -0.0029 0.0013
O -0.0018 0.0022 -0.0065
O -0.0011 -0.0005 0.0001
O -0.003 0.0004 -0.0021
O -0.0009 0.0013 -0.0054
O -0.0002 -0.0011 -0.0015
O -0.0013 0.0007 -0.0001
O -0.0007 -0.0017 -0.0013
O -0.0018 0.0011 -0.0108
O -0.0008 0.0022 -0.0018
O -0.0007 0.0021 0.0016
O -0.0003 0.0005 0.0006
O -0.0036 -0.001 -0.0004
O -0.0016 -0.0005 0.0024
O 0.0006 0.0008 -0.0024
O -0.0004 0.0004 0.0014
O -0.0039 0.0032 -0.0097
O -0.0019 0.0008 -0.0044
O -0.0018 0.0013 0.0019

The program warned: the cutoff lies below the one the program advises for these potential files; the exchange-correlation potential is rough where the density is thin.
